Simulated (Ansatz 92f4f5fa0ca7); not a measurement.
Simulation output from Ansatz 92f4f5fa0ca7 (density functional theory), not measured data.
Periodic cell of 223 atoms, Si133O90, from a study of silicon, its oxide and their interface. The atomic structure is a simulated model.

Settings: functional PBE; potential files Ansatz PAW; basis plane waves; wave-function cutoff 700 eV; density cutoff ratio 5; exchange-correlation grid ratio 1; k mesh 2 x 2 x 1, shifted by 0.5 0.5 0.5 of a step; self-consistency stop 5e-08 eV per atom in the density residual; occupations fixed; spin none; net charge 0.

Cell vectors (angstrom)
a, 10.938, 0, 0
b, 0, 10.938, 0
c, 0, 0, 32.3469

Atoms: element, x, y, z (angstrom)
Si, 0.1697, -0.1752, 24.9443
Si, 5.3612, 0.1345, 24.8326
Si, 3.0816, 2.366, 24.8298
Si, 8.0263, 3.0271, 24.892
Si, -0.2344, 5.7902, 24.7412
Si, 5.78, 5.2325, 25.0804
Si, 2.4422, 8.5396, 24.8766
Si, 8.4939, 8.0776, 24.9287
Si, 1.4151, 1.3773, 26.1866
Si, 6.8968, 1.3604, 26.1524
Si, 4.1204, 4.0282, 26.1916
Si, 9.6378, 4.1686, 26.149
Si, 1.3805, 6.8463, 26.128
Si, 6.9239, 6.875, 26.2598
Si, 4.1275, 9.5659, 26.1734
Si, 9.6176, 9.5818, 26.2999
Si, 2.7541, -0.011, 27.5729
Si, 8.2047, 0.0058, 27.5756
Si, 0.019, 2.7482, 27.5288
Si, 5.4968, 2.6859, 27.5707
Si, 2.7388, 5.4503, 27.5147
Si, 8.2564, 5.4682, 27.5927
Si, 0.0351, 8.1669, 27.5963
Si, 5.4712, 8.1978, 27.5606
Si, 4.1018, 1.3673, 28.9286
Si, 9.5708, 1.3673, 28.9286
Si, 1.3673, 4.1018, 28.9286
Si, 6.8362, 4.1018, 28.9286
Si, 4.1018, 6.8362, 28.9286
Si, 9.5708, 6.8362, 28.9286
Si, 1.3673, 9.5708, 28.9286
Si, 6.8362, 9.5708, 28.9286
Si, 0, 0, 30.2959
Si, 5.469, 0, 30.2959
Si, 2.7345, 2.7345, 30.2959
Si, 8.2035, 2.7345, 30.2959
Si, 0, 5.469, 30.2959
Si, 5.469, 5.469, 30.2959
Si, 2.7345, 8.2035, 30.2959
Si, 8.2035, 8.2035, 30.2959
Si, 1.3673, 1.3673, 31.6631
Si, 6.8362, 1.3673, 31.6631
Si, 4.1018, 4.1018, 31.6631
Si, 9.5708, 4.1018, 31.6631
Si, 1.3673, 6.8362, 31.6631
Si, 6.8362, 6.8362, 31.6631
Si, 4.1018, 9.5708, 31.6631
Si, 9.5708, 9.5708, 31.6631
Si, 2.7345, 0, 0.6835
Si, 8.2035, 0, 0.6835
Si, 0, 2.7345, 0.6835
Si, 5.469, 2.7345, 0.6835
Si, 2.7345, 5.469, 0.6835
Si, 8.2035, 5.469, 0.6835
Si, 0, 8.2035, 0.6835
Si, 5.469, 8.2035, 0.6835
Si, 4.1018, 1.3673, 2.0507
Si, 9.5708, 1.3673, 2.0507
Si, 1.3673, 4.1018, 2.0507
Si, 6.8362, 4.1018, 2.0507
Si, 4.1018, 6.8362, 2.0507
Si, 9.5708, 6.8362, 2.0507
Si, 1.3673, 9.5708, 2.0507
Si, 6.8362, 9.5708, 2.0507
Si, 0, 0, 3.418
Si, 5.469, 0, 3.418
Si, 2.7345, 2.7345, 3.418
Si, 8.2035, 2.7345, 3.418
Si, 0, 5.469, 3.418
Si, 5.469, 5.469, 3.418
Si, 2.7345, 8.2035, 3.418
Si, 8.2035, 8.2035, 3.418
Si, 1.316, 1.3551, 4.726
Si, 6.8154, 1.3721, 4.8098
Si, 4.0788, 4.1049, 4.8127
Si, 9.4816, 4.1825, 4.7654
Si, 1.363, 6.8383, 4.7924
Si, 6.8017, 6.8969, 4.8004
Si, 4.0934, 9.5916, 4.8165
Si, 9.6384, 9.4987, 4.724
Si, 2.6632, -0.003, 6.1356
Si, 8.214, -0.1246, 6.0022
Si, -0.1928, 2.651, 5.9938
Si, 5.46, 2.7499, 6.2338
Si, 2.6404, 5.455, 6.1979
Si, 8.2263, 5.6225, 6.1855
Si, 0.0076, 8.1637, 6.2001
Si, 5.4413, 8.262, 6.2578
Si, 3.7093, 1.6522, 7.4149
Si, 9.6517, 1.0661, 7.3892
Si, 1.3444, 3.7609, 7.2739
Si, 6.5838, 4.4869, 7.3853
Si, 4.2323, 6.6566, 7.5026
Si, 9.4004, 7.1317, 7.6942
Si, 1.0169, 9.836, 7.5387
Si, 7.1593, 9.3768, 7.5043
O, 9.545, 6.9162, 24.4277
O, 4.2338, 1.2594, 24.4293
O, 8.1914, 8.2008, 8.0766
O, 2.5793, 2.7966, 7.7876
O, 6.8604, 4.1263, 24.478
O, 1.2915, 9.6526, 24.4658
O, 3.6653, 7.2907, 8.9477
O, 0.098, 0.2647, 7.8136
O, 5.3931, 5.5398, 7.8535
O, 6.768, 10.4041, 8.7664
O, 9.7536, 6.1855, 9.0341
O, 2.0459, 10.0681, 9.2184
O, 3.9689, 0.9812, 8.9382
O, 0.2763, 3.9665, 8.5312
O, 8.8415, 1.257, 8.8323
O, 0.1724, 10.2235, 11.1768
O, 8.0738, 8.892, 23.5579
O, 8.7084, 2.484, 23.4931
O, 5.0447, 6.0854, 23.8849
O, 2.5069, 2.7735, 23.3607
O, 10.352, 0.3816, 23.5864
O, 0.26, 5.3238, 23.2369
O, 2.9813, 8.0331, 23.4201
O, 5.9485, 10.448, 23.4114
Si, 9.8159, 1.6197, 22.6677
Si, 2.8453, 7.6731, 21.8441
Si, 4.7303, 10.0313, 15.4322
Si, 9.6938, -0.0714, 17.6367
Si, 4.2561, 0.2683, 12.7354
Si, 4.6469, 5.1684, 11.6167
Si, 7.5672, 0.6151, 9.642
Si, 1.7217, 2.8276, 21.9478
Si, 6.0193, 2.5817, 19.2248
Si, 6.0265, 7.5961, 18.3985
Si, 6.7002, 3.4725, 10.2039
Si, 3.1988, 12.5578, 19.4811
Si, 2.5917, 6.8184, 10.0988
Si, 5.3672, 15.0374, 14.3234
Si, 10.8124, -2.9057, 17.5667
Si, 13.3265, -1.8195, 16.9401
Si, 7.9789, 11.3473, 20.3653
Si, 2.9355, 11.3092, 10.0019
Si, 6.6946, 7.2243, 12.743
Si, 9.7015, 5.9896, 19.5071
Si, -4.0791, -1.575, 22.5807
Si, 5.9892, 6.5179, 15.6503
Si, 12.3489, 12.0993, 16.8494
Si, 7.2183, 10.3415, 12.3635
Si, 10.9854, 5.2237, 9.5335
Si, 5.3544, 6.5272, 22.361
Si, 6.8736, 5.4032, 20.2418
Si, 1.8794, 1.9189, 13.8119
Si, 5.7119, 1.757, 16.1735
Si, 0.8659, 9.1406, 10.1757
Si, 0.5431, 0.8136, 11.6215
Si, -2.8633, 4.6148, 12.8167
Si, 0.8032, 5.5044, 21.6964
Si, 3.8366, -1.4454, 19.5689
Si, 19.4152, 6.6235, 17.1476
Si, 7.6396, 10.71, 15.245
Si, -0.1755, 3.5195, 12.241
O, 10.6417, 7.2374, 18.9968
O, 1.7469, 1.3194, 10.5871
O, 18.4516, 6.0166, 16.0079
O, 1.714, 12.9316, 15.4476
O, 8.8402, 10.4652, 16.2981
O, 0.143, 2.5282, 22.2161
O, 1.8848, 8.08, 10.8946
O, -5.7232, 4.0904, 10.5252
O, 6.6823, 1.3464, 20.056
O, 12.2281, -3.0111, 16.7513
O, 5.3782, 7.2806, 16.9398
O, -0.5449, 12.9767, 11.5802
O, 6.0545, 7.3404, 14.2443
O, 1.0189, 11.6029, 13.1847
O, 7.1048, 12.2287, 15.4697
O, 5.6469, 6.4501, 11.7593
O, 4.1139, 10.1052, 13.9207
O, 9.1006, 1.102, 21.3105
O, -0.3405, 9.5754, 18.0078
O, 5.8399, 6.2888, 19.3399
O, 6.1068, 2.3868, 17.6056
O, -0.3083, 5.168, 20.5434
O, 7.6392, 7.7355, 18.0733
O, 7.2934, 4.0266, 8.7978
O, 16.822, 0.3787, 12.5307
O, 1.9267, 4.3592, 21.4325
O, 9.1095, 5.4006, 18.0712
O, 1.4198, 6.0598, 9.3042
O, -2.7868, -0.4147, 13.7039
O, 9.714, 7.4568, 16.4999
O, 6.5723, 1.8519, 10.0521
O, 8.042, 6.2678, 12.7624
O, -4.052, 3.8992, 19.6332
O, 10.7469, 1.1606, 17.2905
O, 3.9397, 11.106, 19.5549
O, 5.2966, 8.8771, 19.1032
O, 8.0319, -0.0902, 11.0483
O, 15.356, 2.7151, 19.5518
O, 6.9087, -2.1997, 12.1866
O, 5.028, 5.2484, 15.4198
O, 0.0788, 8.7325, 8.8254
O, 3.6764, -0.2886, 11.2924
O, 6.3165, 5.3681, 21.7618
O, 1.2112, 3.2846, 13.1279
O, 7.4273, -0.9148, 21.1862
O, 3.9568, 6.5277, 21.5331
O, 15.9285, 2.7575, 15.1289
O, 6.946, 4.1084, 13.888
O, 13.6432, 9.0239, 18.521
O, 3.4142, 12.5469, 13.2242
O, 5.9982, 8.0269, 22.2215
O, 4.6533, -10.4361, 16.2862
O, 3.252, 9.0108, 21.0079
O, 7.7346, 3.9401, 11.3682
O, 17.2842, -1.2407, 15.4787
O, 2.3002, 1.7554, 18.1017
O, 3.2173, 5.7796, 11.1666
O, 4.4349, 4.3576, 13.0171
O, -0.0584, 4.6644, 11.0668
O, 12.7439, -0.3726, 16.4943
O, 8.3157, 6.1711, 20.3604
O, 1.3869, 7.024, 21.4966
O, 8.6954, 11.1135, 18.9048
O, 25.6222, -2.0164, 16.0806
O, 2.2631, 1.8035, 20.803
O, -1.3812, 4.0558, 13.2198

Results
free energy: -135750.917 eV
free energy less fixed offsets of O -569.03, Si -635.61 eV per atom: -2.087 eV

Forces (eV/angstrom), in the order of the atoms: element, x, y, z
Si, 0.0039, -0.0395, 0.0112
Si, 0.0409, -0.0565, 0.031
Si, 0.0249, -0.0234, 0.0447
Si, 0.034, -0.0392, 0.026
Si, -0.027, 0.0295, 0.0667
Si, -0.0094, -0.0307, 0.0181
Si, -0.0493, 0.0262, 0.029
Si, 0.0131, -0.004, 0.0051
Si, -0.0217, 0.0067, 0.0591
Si, 0.0063, -0.0176, 0.0281
Si, -0.0198, 0.0158, 0.0344
Si, -0.0051, -0.0122, 0.0264
Si, -0.0202, -0.0049, 0.0532
Si, -0.0029, 0.0202, 0.0422
Si, 0.0042, 0.0074, 0.0249
Si, -0.0142, 0.0098, 0.0573
Si, -0.0025, -0.0089, -0.0236
Si, 0.0099, 0.0115, -0.016
Si, 0.0225, 0.0141, -0.0033
Si, -0.0073, 0.0221, -0.009
Si, 0.0024, -0.0074, 0.0004
Si, 0.0073, -0.0188, -0.022
Si, 0.0219, -0.0062, -0.0431
Si, 0.0081, 0.0002, -0.0091
Si, 0.0747, -0.1231, 0.1908
Si, 0.1033, 0.1785, -0.1537
Si, 0.0095, 0.0935, -0.1669
Si, 0.1032, -0.069, -0.0506
Si, -0.079, -0.138, -0.222
Si, 0.2301, -0.0287, 0.4438
Si, 0.1865, -0.0729, 0.1536
Si, -0.1229, 0.0745, 0.0032
Si, 0.0198, 0.0153, -0.0327
Si, -0.0357, -0.0116, 0.025
Si, 0.0355, 0.0357, -0.0449
Si, 0.0239, 0.05, 0.0075
Si, 0.004, 0.0619, 0.0267
Si, -0.019, -0.0074, -0.0361
Si, -0.0334, 0.0456, 0.0152
Si, 0.0255, -0.0024, -0.0254
Si, -0.001, -0.0142, 0.0021
Si, 0.0206, -0.0322, -0.0083
Si, -0.0133, -0.0293, 0.0069
Si, -0.0049, -0.0219, -0.0051
Si, -0.0016, -0.0554, -0.0045
Si, 0.0042, 0.0068, 0.0074
Si, 0.053, -0.0092, -0.0019
Si, -0.0057, 0.0195, 0.0092
Si, 0.0088, -0.0461, -0.0086
Si, -0.0655, 0.0502, -0.0061
Si, -0.0134, 0.0272, 0.0126
Si, -0.0166, 0.0539, -0.0043
Si, -0.024, 0.0487, -0.0038
Si, 0.0539, -0.0136, -0.0051
Si, 0.0409, -0.0191, -0.0086
Si, -0.034, 0.0315, 0.0155
Si, -0.0116, -0.0295, 0.014
Si, -0.0063, -0.0882, 0.0368
Si, 0.0219, -0.0178, 0.0184
Si, -0.0342, -0.089, -0.0004
Si, -0.0034, -0.0633, 0.0333
Si, -0.0707, -0.0388, -0.0351
Si, -0.0526, 0.073, -0.0423
Si, 0.1072, 0.0171, 0.0113
Si, 0.0639, -0.3515, -0.6548
Si, -0.0964, 0.0564, 0.1249
Si, -0.0711, 0.0487, -0.0022
Si, -0.3241, 0.1364, 0.0496
Si, -0.0617, 0.0622, -0.0063
Si, -0.0856, 0.0819, 0.2562
Si, 0.0811, 0.0705, 0.2047
Si, -0.1347, -0.0968, -0.2991
Si, 0.0807, -0.0389, 0.0652
Si, -0.0177, -0.0095, -0.0057
Si, -0.0146, 0.0241, -0.0116
Si, 0.0574, -0.0279, 0.0333
Si, -0.0417, -0.042, 0.0068
Si, 0.0075, 0.0388, 0.0125
Si, 0.0049, 0.0374, 0.0204
Si, -0.0957, -0.0527, -0.0156
Si, -0.0428, -0.1294, -0.0637
Si, 0.0444, 0.0479, -0.0339
Si, -0.0267, 0.0413, -0.1252
Si, -0.0149, -0.0434, -0.0781
Si, 0.0075, 0.0237, -0.0269
Si, 0.0354, -0.0135, -0.076
Si, -0.0343, 0.0617, -0.2698
Si, -0.0031, 0.0139, -0.0352
Si, -0.0586, -0.0678, 0.1504
Si, 0.1846, -0.1722, 0.0026
Si, 0.0593, -0.0573, -0.0701
Si, -0.0161, 0.0479, -0.0156
Si, 0.0128, 0.0046, -0.0588
Si, -0.4134, -0.5773, -0.4969
Si, -0.4464, 0.3107, 0.4943
Si, -0.0481, 0.0713, -0.0304
O, -0.0093, 0.0078, -0.1255
O, 0.0106, 0.0017, -0.1253
O, 0.0155, 0.1661, 0.2258
O, 0.0038, 0.045, 0.1196
O, 0.0038, -0.0026, -0.1501
O, -0.0146, 0.0311, -0.1301
O, -0.0441, -0.0755, 0.1335
O, -0.0021, -0.3975, -0.141
O, -0.042, 0.0253, 0.1436
O, 0.086, 0.0231, 0.0381
O, 0.1353, 0.1032, 0.0953
O, 0.0338, -0.0863, 0.5051
O, 0.1153, 0.1659, -0.0745
O, -0.0271, 0.1051, 0.1217
O, -0.0908, -0.0138, 0.0716
O, -0.3264, -0.5039, -0.1231
O, -0.0366, -0.0103, -0.0316
O, 0.0072, 0.0043, -0.0306
O, 0.0312, 0.0004, -0.0397
O, -0.0177, -0.0028, -0.0519
O, 0.0014, 0.035, -0.0327
O, 0.0438, 0.0096, -0.1164
O, -0.0098, -0.0202, -0.0942
O, 0.0009, -0.0107, -0.0545
Si, -0.0085, 0.0007, -0.0053
Si, 0.0179, 0.0545, 0.0867
Si, -0.0269, -0.0107, 0.0262
Si, 0.0243, 0.013, 0.0056
Si, -0.0894, -0.0385, -0.1857
Si, -0.0416, -0.0658, -0.0561
Si, -0.1166, 0.0968, -0.0238
Si, -0.0377, -0.0259, 0.0759
Si, 0.0287, -0.0161, -0.0062
Si, 0.0075, 0.0272, -0.0402
Si, -0.0108, -0.0744, -0.0936
Si, -0.0438, -0.0162, -0.012
Si, 0.2478, -0.0167, -0.2331
Si, -0.0304, -0.0135, 0.0377
Si, 0.0222, 0.0226, 0.0016
Si, -0.0017, -0.0124, -0.0576
Si, 0.0416, -0.0594, 0.0566
Si, -0.3783, -0.535, -0.3046
Si, -0.0271, 0.0269, -0.0015
Si, 0.0269, 0.0088, 0.0067
Si, -0.0009, 0.0154, 0.0162
Si, 0.0049, 0.0376, 0.0504
Si, -0.0513, 0.008, 0.022
Si, -0.0186, 0.0844, -0.0058
Si, 0.0443, -0.2252, -0.0485
Si, 0.0116, 0.0632, 0.0668
Si, 0.0108, 0.016, 0.0447
Si, 0.0884, 0.0365, 0.0165
Si, -0.008, -0.0265, -0.0236
Si, 1.1124, 0.9808, -0.6988
Si, 0.2474, 0.2459, -0.1799
Si, -0.0217, -0.0408, -0.0496
Si, -0.0621, 0.0114, 0.0672
Si, 0.0197, -0.019, 0.0571
Si, 0.0192, 0.038, 0.0203
Si, -0.0212, -0.014, 0.0576
Si, 0.0349, 0.0131, -0.0456
O, -0.018, -0.0167, 0.0112
O, -0.1731, 0.1601, 0.3288
O, -0.0236, 0.0143, -0.0039
O, -0.0056, 0.0044, -0.0594
O, -0.02, 0.0084, -0.0005
O, 0.0566, -0.0065, -0.0172
O, -0.4903, -0.0667, 0.0822
O, 0.0306, 0.0419, 0.0532
O, -0.0242, 0.0427, -0.0304
O, -0.0091, 0.0035, -0.002
O, 0.0183, -0.0234, 0.0401
O, -0.0405, 0.0218, 0.0502
O, 0.0256, -0.025, -0.038
O, -0.0582, -0.0408, -0.005
O, -0.0127, -0.015, -0.0065
O, 0.0263, 0.014, 0.042
O, 0.0254, 0.0304, -0.0022
O, -0.0445, -0.0202, -0.0436
O, -0.0156, 0.0024, -0.0108
O, 0.0399, -0.0101, -0.0049
O, -0.0165, -0.0054, 0.0227
O, 0.0132, 0.007, -0.006
O, 0.0091, -0.0357, -0.0021
O, -0.0152, -0.0147, 0.0841
O, 0.0849, -0.0289, 0.0194
O, -0.0048, 0.0087, -0.0192
O, -0.0368, 0.0151, -0.0327
O, -0.1552, 0.096, 0.0518
O, -0.0076, -0.0091, -0.0015
O, -0.0209, -0.0102, 0.0315
O, 0.0782, 0.0123, 0.0328
O, -0.007, 0.0003, -0.0002
O, -0.0333, 0.0073, -0.0036
O, 0.0143, -0.0332, -0.0017
O, -0.0103, 0.0395, 0.0014
O, 0.0091, -0.0118, -0.0075
O, 0.0259, -0.0417, 0.0459
O, 0.0152, -0.0054, 0.0087
O, 0.006, -0.0502, 0.011
O, 0.0186, -0.013, -0.0424
O, 0.4149, 0.3062, 0.599
O, 0.1917, 0.1048, 0.341
O, -0.0027, -0.0176, -0.0379
O, -0.0379, -0.024, 0.0175
O, 0.0191, 0.0506, -0.0416
O, -0.011, 0.0173, -0.0098
O, 0.0304, 0.0132, -0.0071
O, -0.0111, 0.0116, -0.0263
O, 0.0061, 0.0114, -0.0245
O, -0.029, -0.0019, 0.0368
O, -0.0095, -0.0327, -0.0025
O, 0.0084, 0.0184, 0.0096
O, 0.0133, -0.0151, -0.0103
O, 0.006, 0.0367, 0.073
O, 0.0502, 0.0324, -0.0284
O, 0.0415, -0.0165, 0.0246
O, 0.0365, -0.0364, 0.0795
O, 0.0371, 0.0301, 0.0135
O, -0.0018, 0.0198, 0.0107
O, 0.0024, -0.0025, 0.0203
O, -0.0438, -0.0142, -0.0003
O, 0.0377, -0.0261, -0.0054
O, -0.0115, 0.001, -0.007
O, -0.0103, 0.0207, 0.0275
O, 0.0283, 0.0178, -0.038
O, 0.0196, 0.0031, 0.003

The program warned: the cutoff lies below the one the program advises for these potential files; the forces do not sum to zero within the program's tolerance; the exchange-correlation potential is rough where the density is thin.
